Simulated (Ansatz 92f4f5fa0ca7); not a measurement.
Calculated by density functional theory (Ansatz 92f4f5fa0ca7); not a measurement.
Periodic cell of 221 atoms, Si132O87H1N1, from a study of silicon, its oxide and their interface. The atomic structure is a simulated model.
Doubt: the cutoff is far below the 930 eV that the study's wrapper takes by default for these files, so forces and energies are approximate.
This geometry differs little from another in the collection (a relaxation step or a small displacement).

Settings
functional: PBE
potential files: Ansatz PAW
basis: plane waves
wave-function cutoff: 580 eV
density cutoff ratio: 5
exchange-correlation grid ratio: 1
k mesh: 1 x 1 x 1, Gamma-centred
self-consistency stop: 5e-08 eV per atom in the density residual
occupations: fixed
spin: none
net charge: 0

Cell vectors (angstrom)
a  10.938  0  0
b  0  10.938  0
c  0  0  32.184

Atoms: element, x, y, z (angstrom)
Si  0.1859  -0.132  24.5223
Si  5.5899  -0.3104  24.7836
Si  2.5153  3.0466  24.5089
Si  8.0787  2.9733  25.0794
Si  0.0412  5.127  24.6962
Si  5.8214  5.1469  24.6774
Si  2.4416  8.5153  24.6256
Si  7.9889  8.5951  24.818
Si  1.3987  1.4106  25.8756
Si  6.7501  1.3315  26.063
Si  4.0685  4.1593  25.9428
Si  9.6142  4.1336  26.3332
Si  1.2689  6.848  25.865
Si  6.8562  6.857  25.9789
Si  4.0279  9.5073  26.1026
Si  9.586  9.7322  26.0569
Si  2.7152  0.0481  27.3748
Si  8.1799  0.0593  27.4394
Si  0.066  2.6583  27.4393
Si  5.3964  2.7563  27.3794
Si  2.6972  5.5361  27.3265
Si  8.1783  5.5539  27.4665
Si  -0.0317  8.2167  27.3513
Si  5.4554  8.1581  27.4036
Si  4.1018  1.3673  28.7658
Si  9.5708  1.3673  28.7658
Si  1.3673  4.1018  28.7658
Si  6.8362  4.1018  28.7658
Si  4.1018  6.8362  28.7658
Si  9.5708  6.8362  28.7658
Si  1.3673  9.5708  28.7658
Si  6.8362  9.5708  28.7658
Si  0  0  30.133
Si  5.469  0  30.133
Si  2.7345  2.7345  30.133
Si  8.2035  2.7345  30.133
Si  0  5.469  30.133
Si  5.469  5.469  30.133
Si  2.7345  8.2035  30.133
Si  8.2035  8.2035  30.133
Si  1.3673  1.3673  31.5003
Si  6.8362  1.3673  31.5003
Si  4.1018  4.1018  31.5003
Si  9.5708  4.1018  31.5003
Si  1.3673  6.8362  31.5003
Si  6.8362  6.8362  31.5003
Si  4.1018  9.5708  31.5003
Si  9.5708  9.5708  31.5003
Si  2.7345  0  0.6835
Si  8.2035  0  0.6835
Si  0  2.7345  0.6835
Si  5.469  2.7345  0.6835
Si  2.7345  5.469  0.6835
Si  8.2035  5.469  0.6835
Si  0  8.2035  0.6835
Si  5.469  8.2035  0.6835
Si  4.1018  1.3673  2.0507
Si  9.5708  1.3673  2.0507
Si  1.3673  4.1018  2.0507
Si  6.8362  4.1018  2.0507
Si  4.1018  6.8362  2.0507
Si  9.5708  6.8362  2.0507
Si  1.3673  9.5708  2.0507
Si  6.8362  9.5708  2.0507
Si  0  0  3.418
Si  5.469  0  3.418
Si  2.7345  2.7345  3.418
Si  8.2035  2.7345  3.418
Si  0  5.469  3.418
Si  5.469  5.469  3.418
Si  2.7345  8.2035  3.418
Si  8.2035  8.2035  3.418
Si  1.3595  1.3906  4.6732
Si  6.8643  1.3377  4.8157
Si  4.1108  4.0885  4.8697
Si  9.5737  4.096  4.7887
Si  1.404  6.827  4.8403
Si  6.8744  6.7623  4.7643
Si  4.1412  9.5022  4.7512
Si  9.5609  9.5697  4.8011
Si  2.6629  -0.0688  5.9191
Si  8.1955  -0.0145  6.2374
Si  0.0307  2.7162  6.0788
Si  5.4565  2.576  6.2335
Si  2.7862  5.5475  6.328
Si  8.1761  5.3637  6.2097
Si  -0.0364  8.1516  6.1635
Si  5.4699  8.078  6.1128
Si  3.7042  1.3687  7.4117
Si  9.8941  1.1442  7.4321
Si  1.6378  3.8053  7.4266
Si  6.6335  4.1184  7.5589
Si  4.5133  6.5745  7.7162
Si  9.2788  7.037  7.457
Si  1.1491  9.8105  7.3117
Si  6.986  9.2463  7.4148
O  1.2532  4.1004  24.1001
O  6.7805  9.5929  24.2429
O  2.9267  2.7991  7.414
O  8.1677  8.1898  7.8753
O  5.56  5.3036  7.9891
O  0.0678  -0.0015  7.9003
O  5.3513  5.5309  23.1441
O  10.5197  0.4975  23.0775
O  2.1722  9.4132  8.5589
O  1.281  3.8258  9.0304
O  9.4708  1.9957  8.762
O  7.654  9.9578  12.1081
O  3.4611  0.8126  8.9758
N  4.3242  7.3346  9.3092
O  7.2216  3.3487  8.9091
O  9.8496  6.5069  8.9126
O  3.3413  2.4556  23.1628
O  4.6626  0.1782  23.5126
O  9.2025  2.4905  23.994
O  9.824  5.5788  23.5611
O  19.889  8.1279  23.561
O  3.2835  7.9783  23.3106
O  6.9877  4.0073  24.3948
O  1.3133  9.6428  24.1176
Si  3.8194  6.4054  10.7172
Si  9.1031  4.2771  14.6365
Si  7.4195  8.3492  11.9421
Si  4.2106  1.2734  22.3919
Si  17.1175  3.8223  14.2837
Si  2.7436  -0.4485  20.1507
Si  7.1759  4.1626  19.4814
Si  14.0137  6.6483  16.464
Si  1.9201  4.1469  10.5005
Si  5.6939  16.2112  16.7724
Si  3.7825  9.7591  17.2786
Si  10.2193  4.4499  11.6924
Si  10.9116  6.526  16.0694
Si  7.9988  1.6152  14.5421
Si  2.8048  10.4161  9.6999
Si  9.1233  6.7828  22.6636
Si  11.1895  -1.1321  11.2119
Si  3.5828  -3.2875  13.7184
Si  5.1851  8.7379  9.8732
Si  9.572  1.7696  22.6016
Si  11.9367  -0.4237  16.6093
Si  8.4012  2.638  9.8085
Si  -0.4206  8.2456  18.4155
Si  11.7553  -2.0312  14.1602
Si  4.6891  3.808  11.631
Si  6.0203  6.0838  21.7562
Si  6.4657  7.7256  14.7289
Si  11.5403  6.5192  20.7028
Si  11.0973  1.0843  18.8554
Si  14.2237  7.6938  21.696
Si  6.9661  1.3706  20.8057
Si  9.9586  7.2019  10.3914
Si  -0.6443  3.6877  20.2049
Si  8.4518  -0.615  19.1433
Si  6.8499  10.2134  16.3913
Si  8.5728  0.3355  11.8162
O  13.3696  8.7851  13.9436
O  7.7162  -0.7896  17.7353
O  6.0122  8.1882  11.1549
O  1.6184  10.6187  10.8123
O  4.9532  -5.6979  10.8873
O  9.9998  7.2108  17.2553
O  6.2552  4.9484  20.5986
O  6.6377  13.2409  13.9623
O  3.5748  7.1662  12.161
O  2.3702  5.7193  10.3793
O  7.5596  4.7528  14.27
O  11.4331  -1.588  17.6409
O  9.8739  4.1886  13.2318
O  0.6203  7.4565  19.3791
O  6.9567  2.5323  19.6306
O  12.4292  6.2223  16.6883
O  17.2214  6.5336  15.8593
O  13.0247  6.5991  21.3998
O  3.2868  0.6428  21.2231
O  0.732  3.7567  11.5191
O  7.2233  -0.13  20.1447
O  8.1627  1.3967  21.9057
O  -1.656  8.8967  19.2976
O  2.7825  9.0441  20.918
O  12.2325  0.2097  19.6886
O  6.117  9.5684  8.8041
O  8.5411  7.7323  10.9606
O  8.8358  0.9926  13.2892
O  7.4451  11.5018  15.6251
O  5.671  2.5922  11.2315
O  2.6215  -0.3386  16.5047
O  3.1876  14.2704  11.1482
O  -6.7773  5.6749  17.2411
O  11.1129  7.5372  14.7897
O  4.066  9.7577  10.4792
O  3.4417  8.1629  17.0245
O  10.0097  5.2312  15.6133
O  10.2919  2.8447  21.6148
O  5.004  15.1061  13.2064
O  4.8264  7.1697  21.2789
O  11.0263  2.6878  19.1382
O  8.9443  2.7607  15.2663
O  3.706  -0.7128  18.8498
O  5.5934  1.6936  21.63
O  5.2451  10.2083  16.7115
O  7.9036  1.3939  10.7589
O  9.5994  0.5416  19.2354
O  17.6074  4.8087  18.0362
O  7.5915  6.5356  22.0837
O  -5.9109  -2.673  14.1561
O  7.3633  -3.4283  13.3566
O  11.3846  -0.7552  15.1178
O  10.2567  7.095  21.5445
O  9.0903  3.8066  10.7098
O  8.814  -6.6446  19.7398
O  0.4297  11.903  17.2396
O  16.5  3.9767  15.7871
O  11.1071  -1.7259  12.7212
O  11.2906  4.9533  20.366
O  0.0388  8.481  10.2633
O  10.4397  6.0412  11.4146
O  9.9734  -0.0699  11.0924
O  14.2292  6.4783  14.8333
O  7.2276  8.9161  15.5074
H  5.3873  2.0233  10.5045

Results
free energy: -133792.499 eV
free energy less fixed offsets of H -15.97, N -385.13, O -568.88, Si -635.61 eV per atom: 1.681 eV

Forces (eV/angstrom), in the order of the atoms: element, x, y, z
Si  0.0027  -0.0021  0.004
Si  -0.0011  0.0026  0.0001
Si  -0.002  -0.0007  -0.0029
Si  0.0002  -0.0008  -0.0007
Si  0.0025  0.0042  0.0044
Si  -0.0008  0  -0.0052
Si  0.0007  -0.0028  0.0015
Si  -0.0033  -0.0004  -0.0014
Si  0.0001  -0.0005  -0.0017
Si  0.0007  -0.0036  -0.0036
Si  0.0013  0.0006  -0.0006
Si  0.0007  -0.0011  -0.0032
Si  0.0013  -0.0033  -0.0047
Si  0.0007  0.0029  -0.0014
Si  0.0015  -0.0007  -0.0037
Si  0.0017  0.0013  -0.0032
Si  -0.0008  0.0022  -0.001
Si  -0.0005  0.0015  -0.0011
Si  -0.0006  -0.0019  -0.0021
Si  -0.0009  -0.0003  -0.0006
Si  -0.0021  0.0022  -0.0019
Si  0.001  0.0004  -0.0018
Si  -0.0009  -0.0009  -0.0009
Si  0.0004  -0.0002  -0.0024
Si  -0.2292  0.1295  0.0786
Si  0.1058  0.0277  0.4606
Si  0.3551  0.0621  -0.1844
Si  -0.2717  0.0368  -0.1293
Si  -0.2059  -0.1962  0.045
Si  0.0953  0.5873  0.3639
Si  -0.0955  0.0605  -0.3602
Si  -0.0264  -0.1739  -0.0778
Si  -0.1309  -0.1151  0.0277
Si  -0.008  -0.0158  -0.0553
Si  0.1235  0.0796  0.0279
Si  0.1215  0.036  -0.0307
Si  -0.0149  -0.0064  -0.0619
Si  -0.0948  -0.1349  0.0201
Si  0.051  0.0226  -0.0518
Si  0.1242  0.0386  0.051
Si  -0.021  0.0462  -0.0478
Si  -0.0206  -0.0224  -0.0299
Si  -0.0153  -0.0429  0.018
Si  -0.0528  0.035  -0.0057
Si  0.0139  0.0114  -0.0293
Si  -0.0013  0.0398  -0.0387
Si  -0.0183  0.0037  -0.0076
Si  -0.0311  0.0303  0.0182
Si  -0.006  0.0071  0.0294
Si  0.0486  0.0154  0.0112
Si  -0.0082  -0.0323  0.0256
Si  0.0555  -0.0186  0.0056
Si  0.0089  -0.0049  0.0021
Si  0.0197  -0.0408  0.0371
Si  -0.017  -0.0292  -0.0014
Si  0.0177  -0.0207  0.0291
Si  0.0114  0.0834  0.0384
Si  -0.071  -0.0415  -0.0129
Si  0.0659  0.0244  -0.0119
Si  -0.093  -0.0533  0.0188
Si  -0.0998  -0.045  0.0131
Si  0.0357  0.1046  0.0344
Si  -0.0461  -0.0356  0.0227
Si  -0.0374  0.0114  -0.0061
Si  -0.3306  -0.1392  -0.3192
Si  0.2683  -0.1193  0.0926
Si  0.3601  0.5609  -0.2205
Si  0.0035  -0.0555  0.1003
Si  0.2148  0.049  0.2849
Si  -0.1203  -0.4252  0.0622
Si  -0.0748  -0.2326  -0.1014
Si  0.0532  -0.0543  0.0343
Si  0.0003  0.0033  0.0003
Si  0.0013  0.0047  0.0025
Si  0.005  0.0007  0.0021
Si  0.0034  -0.0046  -0.0025
Si  0.0056  -0.0026  0.0037
Si  0.0017  0.0009  -0.0008
Si  0.0044  0.0021  0.0008
Si  -0.0028  0.0058  0.0082
Si  -0.0193  -0.0193  -0.0227
Si  0.008  0.0033  0.001
Si  0.0028  0.0066  0.0069
Si  -0.0168  -0.0222  -0.0089
Si  -0.004  0.0053  -0.0032
Si  -0.0062  -0.0054  0.0002
Si  -0.0089  -0.012  -0.0118
Si  0.0005  0.0007  0.0073
Si  0.066  0.0269  0.0197
Si  -0.0102  -0.0056  -0.0108
Si  -0.0123  0.0045  -0.0253
Si  0.0061  0.0045  0.0081
Si  0  0.0008  -0.0045
Si  -0.001  0.0051  0.0041
Si  0.0079  0.0183  0.015
Si  -0.005  -0.0006  -0.0049
O  -0.0005  -0.0008  -0.003
O  0.0031  -0.004  -0.0002
O  0.0059  -0.009  -0.0058
O  0.0018  -0.0054  0.001
O  0.0031  -0.0016  0.0003
O  0.0026  -0.0019  0.0004
O  0.0006  -0.0004  -0.0034
O  -0.0006  -0.0003  -0.0054
O  -0.0031  -0.0035  -0.0037
O  -0.0201  0.0036  0.0193
O  0.0042  0.0003  0.0029
O  0.0005  -0.0006  -0.0008
O  -0.0135  -0.0074  0.001
N  -0.0012  -0.0007  -0.0006
O  0.0006  0.0035  -0.0054
O  0.0003  -0.0014  -0.0021
O  0.0003  -0.0003  -0.0026
O  -0.0001  -0.0003  -0.004
O  -0.002  0.0038  0.0002
O  -0.001  -0.0012  -0.004
O  -0.0003  0  -0.0025
O  0.0011  -0.0003  -0.0056
O  -0.0013  0.0034  0.001
O  -0.0026  0.0015  -0.0034
Si  -0.0007  -0.0002  -0.0006
Si  -0.0013  -0.0004  0.0009
Si  -0.0015  0.0004  0
Si  0.0006  -0.0006  0.0033
Si  0.0007  -0.0021  0.001
Si  -0.0001  -0.0002  0.0029
Si  0.0001  -0.0004  0.0021
Si  -0.0005  -0.0008  0
Si  0.0026  0.0056  0.0035
Si  -0.0003  -0.0004  -0.0003
Si  0.0002  -0.0006  -0.0002
Si  0.001  -0.0002  0.0005
Si  -0.0005  -0.0004  0.0009
Si  -0.0011  -0.0009  0.0018
Si  0.0003  0.0017  -0.0006
Si  0.0017  -0.0009  0.0012
Si  0.0013  0.0006  -0.0002
Si  0.0005  -0.0003  0.0012
Si  -0.0001  0.0005  0.0002
Si  -0.0015  -0.0017  0.0001
Si  0.0001  -0.0003  -0.0007
Si  -0.0057  -0.0031  -0.0003
Si  0.0003  -0.0002  0.0006
Si  0.0005  -0.0008  0.0005
Si  -0.0013  -0.0054  -0.0006
Si  -0.0002  -0.0011  0.0023
Si  -0.0003  -0.0005  0.0001
Si  0.0012  -0.0009  0.0021
Si  0  -0.0007  0.0009
Si  -0.0007  0.0007  0.0048
Si  -0.0006  -0.0008  0.0022
Si  0.0006  0.0005  0.0016
Si  -0.0002  -0.0001  0.0017
Si  0.0005  0.0006  0.0009
Si  0.001  0.0002  0.0002
Si  -0.0006  0.0003  0.0001
O  -0.0009  -0.0009  -0.0016
O  -0.0007  -0.003  0.0002
O  0.0015  -0.0009  -0.0001
O  -0.0022  -0.0017  0.0013
O  0  -0.0006  -0.0007
O  0.0003  0.0003  -0.0007
O  -0.0003  0.0005  -0.0035
O  0.0003  -0.0006  -0.0019
O  -0.0002  -0.0023  -0.0018
O  0.0012  0.0008  0.0011
O  -0.0002  -0.0008  -0.0012
O  -0.0002  -0.0004  -0.0013
O  0.001  0.0003  -0.0017
O  0.0006  -0.0002  -0.0024
O  0.0001  -0.0003  -0.0027
O  -0.0002  -0.0004  -0.0018
O  0.0002  -0.0002  -0.0019
O  0.0003  -0.0005  -0.0039
O  -0.0001  0.0002  -0.0036
O  -0.0037  -0.0017  0.0024
O  -0.0004  -0.0004  -0.003
O  0.0011  -0.0001  -0.003
O  0.0004  0.0003  -0.0019
O  -0.0003  -0.0008  -0.0039
O  -0.0003  -0.0005  -0.0027
O  -0.0002  -0.0018  0.0008
O  0.0013  -0.0005  -0.0015
O  0.0001  -0.0008  -0.0003
O  0.0001  -0.0002  0
O  0.0587  0.1103  0.0704
O  -0.0001  -0.0002  -0.0019
O  0.0035  -0.0031  0.0006
O  -0.0001  0.0001  -0.0016
O  0  -0.0001  -0.0015
O  -0.0002  -0.0018  -0.0009
O  -0.0004  -0.0004  -0.0013
O  -0.0008  -0.0004  -0.0012
O  0.001  0  -0.004
O  0  -0.0011  -0.0061
O  0.0005  -0.0003  -0.0041
O  -0.0003  0  -0.0032
O  0.0002  -0.0001  -0.0009
O  -0.0005  -0.0002  -0.0023
O  0  0  -0.0045
O  -0.0002  -0.0006  -0.002
O  0.0008  0.0007  0.0007
O  -0.0004  0  -0.0036
O  0.0001  -0.0004  -0.0018
O  0.0009  0.0002  -0.0032
O  -0.0001  -0.0008  -0.0015
O  0.0006  -0.0004  -0.0011
O  0  -0.0006  -0.0019
O  -0.0008  -0.0001  -0.0034
O  -0.0008  0.0012  -0.0005
O  0.0001  -0.0002  -0.0031
O  0.0003  -0.0002  -0.0022
O  -0.0008  -0.0002  -0.0019
O  -0.0004  -0.0009  -0.0027
O  0.0004  0.0004  -0.0033
O  -0.0001  -0.0009  -0.0016
O  -0.0005  0.0007  -0.0008
O  0.0006  -0.0006  -0.0004
O  -0.0003  -0.0016  -0.0007
O  -0.0002  0  -0.0025
H  -0.0668  -0.1104  -0.0703

The program warned: the cutoff lies below the one the program advises for these potential files; the forces do not sum to zero within the program's tolerance; the exchange-correlation potential is rough where the density is thin.
